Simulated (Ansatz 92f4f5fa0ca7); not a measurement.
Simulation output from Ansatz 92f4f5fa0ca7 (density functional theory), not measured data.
Periodic cell of 221 atoms, Si132O87H1N1, from a study of silicon, its oxide and their interface. The atomic structure is a simulated model.
Doubt: the cutoff is far below the 930 eV that the study's wrapper takes by default for these files, so forces and energies are approximate.

Settings
functional: PBE
potential files: Ansatz PAW
basis: plane waves
wave-function cutoff: 580 eV
density cutoff ratio: 5
exchange-correlation grid ratio: 1
k mesh: 1 x 1 x 1, Gamma-centred
self-consistency stop: 5e-08 eV per atom in the density residual
occupations: fixed
spin: none
net charge: 0

Cell vectors (angstrom)
a 10.938 0 0
b 0 10.938 0
c 0 0 32.8544

Atoms: element, x, y, z (angstrom)
Si -0.2249 0.356 25.333
Si 5.777 -0.1359 25.3814
Si 2.5428 3.0953 25.3917
Si 8.4825 2.616 25.2838
Si 0.3049 5.3236 25.3781
Si 5.2176 5.8094 25.4634
Si 3.008 8.0508 25.4081
Si 7.9974 8.5608 25.4113
Si 1.3769 1.4637 26.6648
Si 6.9103 1.4566 26.6768
Si 4.0942 4.2007 26.7643
Si 9.6214 4.1607 26.6613
Si 1.414 6.899 26.7255
Si 6.8545 6.9377 26.7104
Si 4.1594 9.6476 26.6904
Si 9.5902 9.6957 26.7035
Si 2.7165 0.0329 28.0311
Si 8.1926 0.0465 28.095
Si -0.0127 2.7616 28.0771
Si 5.4658 2.7561 28.0491
Si 2.7087 5.5063 28.1278
Si 8.1988 5.4892 28.0342
Si -0.0194 8.2417 28.047
Si 5.4563 8.2391 28.0974
Si 4.1018 1.3673 29.4362
Si 9.5708 1.3673 29.4362
Si 1.3673 4.1018 29.4362
Si 6.8362 4.1018 29.4362
Si 4.1018 6.8362 29.4362
Si 9.5708 6.8362 29.4362
Si 1.3673 9.5708 29.4362
Si 6.8362 9.5708 29.4362
Si 0 0 30.8034
Si 5.469 0 30.8034
Si 2.7345 2.7345 30.8034
Si 8.2035 2.7345 30.8034
Si 0 5.469 30.8034
Si 5.469 5.469 30.8034
Si 2.7345 8.2035 30.8034
Si 8.2035 8.2035 30.8034
Si 1.3673 1.3673 32.1707
Si 6.8362 1.3673 32.1707
Si 4.1018 4.1018 32.1707
Si 9.5708 4.1018 32.1707
Si 1.3673 6.8362 32.1707
Si 6.8362 6.8362 32.1707
Si 4.1018 9.5708 32.1707
Si 9.5708 9.5708 32.1707
Si 2.7345 0 0.6835
Si 8.2035 0 0.6835
Si 0 2.7345 0.6835
Si 5.469 2.7345 0.6835
Si 2.7345 5.469 0.6835
Si 8.2035 5.469 0.6835
Si 0 8.2035 0.6835
Si 5.469 8.2035 0.6835
Si 4.1018 1.3673 2.0507
Si 9.5708 1.3673 2.0507
Si 1.3673 4.1018 2.0507
Si 6.8362 4.1018 2.0507
Si 4.1018 6.8362 2.0507
Si 9.5708 6.8362 2.0507
Si 1.3673 9.5708 2.0507
Si 6.8362 9.5708 2.0507
Si 0 0 3.418
Si 5.469 0 3.418
Si 2.7345 2.7345 3.418
Si 8.2035 2.7345 3.418
Si 0 5.469 3.418
Si 5.469 5.469 3.418
Si 2.7345 8.2035 3.418
Si 8.2035 8.2035 3.418
Si 1.2877 1.4797 4.7312
Si 6.8291 1.3356 4.8396
Si 4.1611 3.9777 4.8512
Si 9.5641 4.0757 4.8447
Si 1.4165 6.745 4.7939
Si 6.8124 6.8307 4.7841
Si 4.1071 9.5824 4.7843
Si 9.6425 9.4644 4.6633
Si 2.6557 0.083 5.9594
Si 8.2774 -0.1538 5.9657
Si -0.0694 2.672 6.299
Si 5.3749 2.4757 6.4103
Si 2.7455 5.3235 6.1926
Si 8.0455 5.3214 6.1613
Si -0.1086 8.0026 6.0644
Si 5.4478 8.1979 6.1904
Si 3.625 1.2647 7.8035
Si 9.7837 0.8487 7.4466
Si 1.6079 3.7443 7.5924
Si 6.5014 4.164 7.6271
Si 4.3605 6.5204 7.4387
Si 9.2116 6.8924 7.4165
Si 1.0927 9.7257 7.0133
Si 7.1779 9.2907 7.3866
O 1.4094 4.1912 24.8623
O 6.8597 9.6469 24.8712
O 2.6512 2.5709 8.1543
O 8.2059 8.1035 7.9428
O 5.4583 5.4027 7.9084
O 0.0653 -0.2165 7.8817
O 4.1007 6.9051 24.909
O 9.5763 1.454 24.7989
O 2.3888 9.0673 7.8278
O 1.0172 4.482 8.9543
O 8.8819 1.127 8.8103
O 6.8171 10.2407 8.6979
O 3.8524 0.3962 9.2535
O 3.8656 7.1298 8.913
O 6.9268 3.6893 9.1505
O 9.8007 6.0551 8.7132
O 3.2928 2.4895 24.0599
O 5.1808 0.5989 24.0357
O 7.8656 3.3491 23.925
O 10.6091 6.034 24.0351
O 8.7212 7.926 24.0817
O 2.3569 8.7232 24.0574
O 5.858 5.0972 24.1426
O 0.4841 10.6401 23.996
Si 3.5911 10.4498 10.6344
Si 0.9704 3.1995 12.6298
Si -2.3975 -1.8984 11.7531
Si 4.4739 1.7922 23.1765
Si -6.1438 -7.5928 17.2692
Si 3.3654 -11.0502 15.9047
Si 1.2112 9.4445 23.1499
Si 15.7745 8.441 17.4306
Si -1.8973 3.1677 12.6112
Si -1.242 4.2865 19.1739
Si 2.4555 0.533 21.16
Si 4.996 12.9156 14.641
Si 10.7929 18.0839 12.038
Si 2.598 0.9129 13.2224
Si 7.746 11.2121 9.6488
Si 0.2881 5.9768 17.1195
Si 5.4888 -2.2753 12.3797
Si 2.5455 -2.8682 9.1007
Si 3.904 3.4068 12.2433
Si 7.9718 6.0725 21.0037
Si 7.297 -2.412 19.2302
Si 10.3851 5.2019 14.2437
Si 2.446 1.3801 18.3057
Si 9.7927 -2.2239 17.4138
Si 6.6072 2.9423 10.5738
Si -3.0641 1.4022 14.6362
Si 0.1524 1.9767 20.1377
Si 8.9728 -0.0376 19.1839
Si 6.6144 4.076 23.1392
Si 9.9088 7.2465 23.1976
Si 7.7608 2.3534 17.5838
Si 11.2253 5.8361 9.4963
Si 6.4258 7.8278 14.8662
Si 4.5718 -4.7377 13.699
Si 3.4297 6.0497 16.7057
Si 8.8241 -1.492 14.7184
O 5.9146 7.8507 16.3809
O 5.766 -2.0624 18.7077
O 8.0249 2.2878 15.9833
O -1.7161 -1.3603 13.1501
O 7.0264 -2.5439 11.8423
O 14.6799 7.285 17.7322
O 1.228 1.6204 21.3127
N 3.8779 13.0138 13.3603
O -1.9927 1.7723 13.4701
O 0.123 5.7941 11.1138
O 6.2589 2.9455 17.9008
O 8.5732 5.2871 19.7352
O -2.9901 -0.1606 15.0656
O -0.5966 5.4584 15.8448
O -0.0338 7.5315 17.5151
O -0.4556 3.104 11.8057
O 7.1409 -3.6101 20.3473
O 10.8731 5.0826 18.4168
O 3.7943 1.0997 21.8794
O -8.6067 3.5094 11.7223
O 7.9794 0.8764 18.2522
O 10.4074 14.373 20.3796
O 3.6903 6.3624 15.0897
O 0.9883 2.0236 18.7089
O 1.8487 -5.2119 16.7914
O 6.7323 12.2665 10.3547
O 7.7713 14.3533 11.6202
O 9.567 -3.0468 11.2331
O 12.0888 18.9991 12.3295
O 0.7884 4.3425 13.7999
O -0.5764 -4.2816 13.523
O 2.7076 9.0847 10.3575
O 1.1723 7.198 9.1892
O 5.061 14.169 11.0777
O 4.7292 0.7393 15.6614
O 2.8191 0.3731 19.5627
O 4.2782 4.7762 13.0226
O 9.2211 6.6343 21.8737
O 5.6859 9.0292 13.9803
O -1.0691 0.882 20.1805
O 7.0906 5.0009 21.8795
O -2.9274 -2.891 14.8598
O 1.9489 -0.8741 21.8289
O -0.8506 -0.9121 18.3472
O 2.2666 0.5976 16.8839
O 2.6946 -0.2375 14.3997
O 5.5691 2.9022 22.6777
O 8.9311 -7.6304 18.1448
O 3.6479 2.4653 18.0495
O -0.9891 -1.659 15.873
O 2.6721 0.3167 11.7005
O 1.19 1.7277 13.3333
O -7.0356 -1.3866 16.7158
O 6.4455 12.7206 13.9514
O 4.8997 -7.6796 15.6328
O 0.0867 8.341 22.7316
O 7.9665 -1.0889 19.9549
O 4.4639 -3.5845 12.4798
O -2.6198 -2.7783 17.9628
O 4.9142 9.8713 11.4287
O 9.0728 4.381 13.7123
O 8.5265 -0.628 10.7433
O 4.352 -6.0393 17.4108
O 6.1299 -4.5746 14.1956
H 12.5866 19.4643 11.6306

Results
free energy: -133795.226 eV
free energy less fixed offsets of H -15.97, N -385.13, O -568.88, Si -635.61 eV per atom: -1.046 eV

Forces (eV/angstrom), in the order of the atoms: element, x, y, z
Si -0.02 0.0138 -0.0194
Si 0.0257 -0.0217 -0.0164
Si -0.0133 0.0185 -0.014
Si 0.0148 -0.0187 -0.0152
Si 0.0247 -0.0254 -0.0255
Si -0.0178 -0.0037 -0.0174
Si 0.0144 -0.0288 -0.0166
Si -0.021 0.023 -0.0132
Si -0.0141 0.0153 -0.0025
Si 0.013 -0.0084 -0.0006
Si -0.0085 0.008 -0.0012
Si 0.0105 -0.0175 -0.0021
Si 0.0116 -0.007 0.0003
Si -0.0132 0.0127 -0.0003
Si 0.0103 -0.0139 -0.001
Si -0.0149 0.0125 -0.0037
Si 0.0073 -0.0009 -0.0026
Si -0.002 0.0012 -0.0141
Si 0.0012 0.0037 -0.009
Si 0.0054 -0.0018 0.0007
Si -0.0052 0.002 -0.0128
Si 0.0057 0.0014 -0.0032
Si 0.0088 -0.0053 0.0007
Si 0.0016 0.0046 -0.0127
Si -0.0291 0.0295 -0.2224
Si 0.0591 0.1661 0.2286
Si -0.154 0.0267 0.2809
Si 0.0509 0.0938 -0.1892
Si 0.0363 0.1904 0.3284
Si -0.0348 0.0613 -0.2186
Si 0.025 0.1278 -0.21
Si 0.0203 0.1908 0.1977
Si 0.0374 0.0363 -0.023
Si 0.0669 -0.0412 -0.0022
Si 0.0152 0.0401 -0.0118
Si 0.0952 0.0053 -0.0038
Si 0.0648 -0.0331 0.0077
Si 0.0291 0.0481 -0.0205
Si 0.0703 0.0047 -0.0096
Si 0.0173 0.0321 -0.0201
Si -0.0244 -0.044 -0.0086
Si -0.0415 0.0122 -0.0212
Si -0.0032 0.009 -0.0055
Si -0.0832 0.0362 -0.0153
Si 0.007 0.0395 -0.0316
Si -0.0047 -0.0045 -0.0064
Si -0.0682 0.0289 -0.0245
Si 0.0063 0.0004 -0.0139
Si 0.082 -0.0663 0.0028
Si -0.0047 -0.0054 -0.0035
Si 0.061 0.0131 0.0296
Si 0.0046 0 0.0501
Si -0.0879 0.052 -0.0182
Si 0.087 -0.0469 0.0007
Si 0.0168 -0.0286 0.0396
Si 0.0395 0.0063 0.0246
Si -0.1133 -0.0662 0.0366
Si -0.1115 -0.1445 0.0015
Si 0.0839 0.0419 -0.0381
Si -0.0029 0.0851 0.0341
Si -0.1187 -0.1067 0.0193
Si -0.1743 -0.0325 0.0028
Si 0.0095 0.1255 -0.002
Si -0.0195 -0.0235 0.0053
Si 0.2784 0.0805 -0.4297
Si 0.1445 0.0071 0.0395
Si 0.0612 0.393 -0.256
Si -0.1093 -0.057 0.409
Si -0.0091 -0.3409 0.1738
Si -0.1115 -0.3527 0.2136
Si 0.0528 -0.1252 0.2154
Si -0.27 -0.4586 -0.5849
Si -0.0056 0.0025 -0.0002
Si 0.0054 0.0069 0.0098
Si 0.0215 -0.0136 -0.0035
Si 0.0005 0.0008 0.0039
Si -0.0142 0.0008 0.0108
Si -0.0016 -0.0092 0.003
Si 0.0135 -0.0116 -0.0027
Si -0.0047 0.0193 -0.009
Si -0.0035 0.0174 0.0201
Si 0.0062 0.0037 0.0042
Si 0.0111 -0.0239 0.0088
Si -0.0247 0.0067 0.0177
Si 0.0191 0.0159 -0.0143
Si -0.0251 0.0027 0.0212
Si 0.006 -0.0081 0.003
Si 0.0135 -0.0102 -0.0066
Si 0.048 0.0243 0.0087
Si 0.0161 -0.0193 -0.0139
Si -0.006 -0.0065 0.082
Si -0.0029 -0.0045 -0.0027
Si 0.0138 -0.0107 0.1021
Si 0.0118 0.0048 0.0478
Si 0.084 0.0097 0.0453
Si 0.0336 -0.0037 0.0064
O -0.0072 0.0101 0.0199
O -0.0017 -0.0003 0.0231
O -0.036 0.009 -0.0079
O -0.0019 -0.0251 -0.0157
O -0.0404 0.0551 0.0085
O 0.0157 0.0103 -0.0158
O -0.0085 0.0143 0.0136
O -0.0006 -0.0005 0.0185
O -0.1735 -0.3604 0.3221
O -0.0742 0.1899 -0.0168
O 0.0258 0.0115 -0.003
O -0.0177 -0.0147 -0.0017
O -0.0174 0.0382 -0.0385
O -0.386 0.2069 -0.0879
O -0.0016 0.0176 -0.0347
O 0.3329 0.0331 0.0997
O -0.0074 0.01 0.0124
O 0.0083 -0.0107 0.0072
O 0.0138 -0.0183 0.0094
O 0.0096 -0.0112 0.0122
O -0.0113 0.0087 0.0067
O 0.0119 -0.0117 0.0133
O -0.0151 0.0168 0.0284
O -0.0107 0.0116 0.0115
Si 0.0141 0.0323 0.0024
Si 0.0083 -0.0151 -0.0179
Si -0.0038 -0.0086 -0.0235
Si -0.0211 -0.0166 0.01
Si -0.0005 -0.0039 0.0044
Si 0.0089 0.0079 -0.0022
Si 0.0149 0.0106 0.0061
Si 0.004 0.0002 0.0096
Si 0.0081 -0.0042 -0.0138
Si 0.0099 -0.0099 0.0179
Si -0.0107 0.0164 0.0098
Si 0.0002 -0.0065 0.0046
Si -0.0267 0.0368 -0.0141
Si -0.0106 0.0081 0.0066
Si 0.0123 -0.0222 -0.0112
Si -0.0089 0.0067 0.0066
Si 0.0048 -0.0187 -0.0107
Si -0.2699 -0.3183 -0.2321
Si -0.0162 0.0079 -0.0185
Si -0.0082 0.0157 0.0003
Si 0.0009 0.0082 0.0127
Si 0 -0.0085 -0.0012
Si 0.0036 0.0058 0.0025
Si -0.0025 0.0006 0.0075
Si -0.0109 0.016 0.0031
Si 0.0013 -0.0041 0.0018
Si -0.0071 0.0057 0.0183
Si -0.005 0.004 0.0118
Si 0.0092 0.0114 0.0224
Si -0.0085 -0.0184 0.0138
Si 0.0047 -0.002 0.0066
Si 0.1239 0.3073 -0.1791
Si 0.0074 0.0014 -0.0039
Si -0.0034 -0.0066 -0.0127
Si 0.0046 0.0029 0.0058
Si -0.0048 0.0019 -0.0006
O -0.0008 -0.0026 -0.0042
O 0.0043 0.0014 -0.0046
O 0.0001 0 0.0005
O -0.0017 -0.0016 0.0032
O -0.0048 0.0031 0.0149
O -0.0011 -0.0016 -0.0022
O 0.0074 -0.0081 -0.01
N 0.0084 -0.0047 0.0027
O 0.0022 0.0051 0.0058
O 0.0591 0.049 -0.1843
O -0.0006 0.0016 -0.0047
O -0.0132 0.0069 -0.0018
O -0.0011 -0.0002 -0.0004
O -0.0012 -0.0014 -0.0058
O -0.0003 0.0035 -0.003
O 0.0012 0.0003 0.0192
O 0.0041 -0.0146 -0.0028
O 0.0027 -0.0034 0.0058
O 0.0181 0.011 0.0031
O -0.0036 0.0019 0.0156
O 0 -0.001 -0.005
O 0.001 -0.0016 -0.0132
O -0.0008 0.0024 0.0037
O 0.0002 0.0004 -0.0051
O 0.0095 -0.0051 -0.0022
O 0.0018 -0.0065 0.0184
O -0.0165 -0.0015 0.0013
O -0.0066 -0.0064 0.0182
O 0.0149 0.0064 0.0406
O 0.0012 0.0041 0.004
O 0.0067 0.0014 -0.0015
O -0.0335 -0.0685 -0.0169
O 0.3257 -0.1149 0.0649
O 0.0238 -0.0052 0.0027
O -0.002 -0.0009 0.0008
O 0.0025 -0.0091 0.0071
O 0.0028 -0.0022 0.0167
O 0.0234 0.0143 0.0106
O -0.0057 0.0042 0.0024
O 0.0065 -0.0006 -0.0083
O -0.0063 -0.0164 -0.0143
O -0.002 -0.0007 0.004
O -0.0129 -0.0193 0.0072
O 0.0022 -0.0006 -0.0058
O 0 -0.0012 -0.002
O 0 0.0014 0.0026
O -0.001 -0.0083 -0.0223
O -0.0052 -0.0073 -0.0121
O -0.0005 -0.0012 -0.0024
O 0 -0.0032 -0.0003
O 0.0102 -0.0292 -0.0162
O 0.003 -0.0003 0.0083
O -0.0073 0.0044 -0.0025
O -0.002 0.0002 0.0081
O -0.0004 -0.0023 0.0003
O 0 0.0024 -0.0156
O 0.0028 -0.0022 -0.0114
O 0.0007 0.0124 0.0097
O 0.0005 -0.0032 -0.0028
O -0.0143 0.0083 0.0052
O -0.0044 -0.0017 0.0078
O -0.0104 0.0189 0.0002
O 0.0054 -0.0034 0.0004
O -0.0004 -0.0014 0.0102
H -0.0013 -0.0005 -0.0415

The program warned: the cutoff lies below the one the program advises for these potential files; the forces do not sum to zero within the program's tolerance; the exchange-correlation potential is rough where the density is thin.
